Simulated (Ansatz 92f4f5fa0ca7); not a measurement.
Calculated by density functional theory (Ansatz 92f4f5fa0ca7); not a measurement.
Periodic cell of 272 atoms, Si165O105P2, from a study of silicon, its oxide and their interface. The atomic structure is a simulated model.
Doubt: the cutoff is far below the 930 eV that the study's wrapper takes by default for these files, so forces and energies are approximate.
This geometry differs little from another in the collection (a relaxation step or a small displacement).

Settings: functional PBE; potential files Ansatz PAW; basis plane waves; wave-function cutoff 580 eV; density cutoff ratio 5; exchange-correlation grid ratio 1; k mesh 1 x 1 x 1, Gamma-centred; self-consistency stop 5e-08 eV per atom in the density residual; occupations fixed; spin none; net charge 0.

Cell vectors (angstrom)
a  11.6015  0  0
b  0  13.3963  0
c  0  0  29.8085

Atoms and the computed forces on them: element, x, y, z (angstrom), force x, y, z (eV/angstrom)
Si  11.5398  0.1903  22.9377  -0.0169  -0.0001  0.0069
Si  3.9083  0.1653  23.0399  -0.0039  -0.0041  -0.0043
Si  7.656  0.1295  23.1339  -0.0155  -0.0086  0.0064
Si  2.0671  3.4639  22.8866  -0.0166  0.0102  -0.0013
Si  5.9025  3.6945  23.0014  0.0024  0.0048  0.0037
Si  9.7547  3.5405  23.0358  0.0028  -0.0001  0.0018
Si  11.664  6.8653  23.0776  0.0072  -0.01  -0.0138
Si  3.9533  7.0425  23.1804  -0.0125  0.0178  -0.006
Si  7.7854  6.9038  23.2947  -0.0482  0.0859  0.0271
Si  2.0312  10.2504  23.2572  0.0081  0.0053  -0.0041
Si  5.8551  10.1025  23.2964  -0.0325  0.0002  -0.0056
Si  9.8316  10.0901  23.2406  -0.0116  0.0043  -0.0091
Si  11.6932  2.3989  23.7655  0.0163  -0.0126  -0.003
Si  3.9963  2.4156  23.757  0.0009  -0.012  -0.0049
Si  7.7839  2.4184  23.7745  -0.0034  -0.0058  -0.0026
Si  2.0311  5.7128  23.7057  0.0045  -0.0039  0.0066
Si  5.8224  5.8114  23.994  0.0251  -0.0237  0.0027
Si  9.7395  5.7331  23.8996  -0.0086  -0.0085  -0.0067
Si  11.7489  9.0342  24.0244  -0.0003  0.0069  0.0002
Si  3.9012  9.1413  24.1763  0.0083  -0.0005  0.0034
Si  7.8409  9.1042  24.0554  0.0225  -0.0355  0.0271
Si  1.9087  12.5173  23.817  -0.007  0.0006  -0.0031
Si  5.7709  12.3796  23.9258  -0.0031  -0.002  -0.0063
Si  9.6663  12.402  23.7907  0.0198  -0.0053  -0.0039
Si  11.6413  2.3024  26.1774  -0.0068  -0.0036  -0.005
Si  3.9121  2.3127  26.1711  0.0014  0.0008  0.0024
Si  7.7545  2.3144  26.1822  0.0048  -0.0041  0.0149
Si  1.9748  5.6247  26.1464  -0.0059  -0.0013  -0.002
Si  5.8089  5.6594  26.3263  -0.002  0.0096  -0.0037
Si  9.7035  5.6395  26.2644  -0.0012  -0.0063  -0.0053
Si  11.6625  8.9811  26.3492  0.0058  -0.0068  0.0086
Si  3.8821  9.0161  26.4623  -0.0072  -0.0058  -0.0106
Si  7.7874  9.0144  26.3735  -0.0059  0.0141  -0.0062
Si  1.9205  12.389  26.212  -0.0018  0.0043  0.0104
Si  5.794  12.335  26.2835  -0.0022  0.0048  0.0076
Si  9.6789  12.3501  26.1926  -0.0051  0.0045  -0.0069
Si  1.9673  1.2006  27.0181  -0.0101  0.0022  0.0175
Si  5.8239  1.1864  27.0205  -0.0011  0.0011  -0.0009
Si  9.6902  1.184  26.9992  0.0052  -0.0118  0.0218
Si  11.6443  4.515  27.016  -0.0039  0.0192  0.01
Si  3.8756  4.511  27.0383  -0.003  0.0018  0.0082
Si  7.7545  4.5198  27.0447  0.0023  0.0048  -0.0019
Si  1.9617  7.8155  27.077  0.0114  0.0086  0.0182
Si  5.8412  7.884  27.0927  -0.0089  -0.0215  0.0287
Si  9.7123  7.8568  27.0758  0.0043  -0.0024  -0.0057
Si  11.6091  11.2417  27.0392  -0.0041  -0.0061  0
Si  3.8434  11.2704  27.0774  -0.0065  -0.0174  -0.0014
Si  7.7558  11.2525  27.0625  0.0084  -0.0069  0.0257
Si  1.9336  1.1164  29.4135  0.0804  0.195  -0.1743
Si  5.8008  1.1164  29.4135  0.06  0.1434  -0.1383
Si  9.6679  1.1164  29.4135  0.0587  0.1262  -0.2714
Si  0  4.4654  29.4135  0.1439  0.0466  -0.1377
Si  3.8672  4.4654  29.4135  -0.0742  0.0388  -0.1119
Si  7.7343  4.4654  29.4135  0.0848  0.0138  0.0129
Si  1.9336  7.8145  29.4135  -0.0045  -0.1845  0.2604
Si  5.8008  7.8145  29.4135  0.088  0.0432  0.411
Si  9.6679  7.8145  29.4135  0.0879  -0.0049  0.2015
Si  0  11.1635  29.4135  0.007  0.1749  -0.0611
Si  3.8672  11.1635  29.4135  -0.0825  0.3064  0.2943
Si  7.7343  11.1635  29.4135  0.0309  0.2301  0.0634
Si  0  0  0.3944  -0.0728  -0.139  -0.1548
Si  3.8672  0  0.3944  -0.0543  -0.1946  0.2243
Si  7.7343  0  0.3944  -0.147  -0.2028  -0.0221
Si  1.9336  3.3491  0.3944  0.0378  -0.1355  -0.0905
Si  5.8008  3.3491  0.3944  -0.1073  -0.0945  0.1965
Si  9.6679  3.3491  0.3944  -0.1521  -0.0758  -0.1213
Si  0  6.6981  0.3944  -0.032  0.0286  -0.0077
Si  3.8672  6.6981  0.3944  0.001  -0.1621  -0.1561
Si  7.7343  6.6981  0.3944  -0.0253  0.0135  0.1175
Si  1.9336  10.0472  0.3944  -0.1006  -0.0224  -0.0756
Si  5.8008  10.0472  0.3944  0.1572  -0.0221  0.003
Si  9.6679  10.0472  0.3944  -0.0023  -0.1583  -0.0766
Si  11.5481  -0.0558  2.7477  -0.0008  -0.0075  -0.0005
Si  3.8263  -0.0743  2.791  -0.0274  -0.0166  -0.0701
Si  7.669  -0.0843  2.759  0.0162  -0.0298  -0.0761
Si  1.922  3.2701  2.7439  -0.0073  -0.0188  -0.1076
Si  5.7549  3.2743  2.7985  -0.0204  0.0299  -0.0772
Si  9.6033  3.2911  2.7512  -0.0047  -0.0083  -0.0898
Si  11.5917  6.6406  2.7519  -0.0163  0.0115  -0.0199
Si  3.8667  6.6181  2.7385  -0.0137  -0.007  -0.0058
Si  7.7308  6.6529  2.7761  -0.0005  0.004  0.0045
Si  1.9067  9.9879  2.7621  0.0022  0.0151  0.0288
Si  5.8237  10.0151  2.7689  -0.0059  0.077  -0.1349
Si  9.6705  9.9693  2.7572  0.0045  -0.0073  0.0301
Si  11.5529  2.1923  3.4493  0.0167  0.0358  -0.0026
Si  3.8141  2.1247  3.6089  -0.0968  0.0455  0.1796
Si  7.6794  2.1144  3.5492  0.1153  0.1127  0.1025
Si  1.9149  5.4935  3.4896  -0.0101  0.0108  -0.0185
Si  5.7977  5.5258  3.5707  0.0196  -0.0135  -0.0131
Si  9.6663  5.5137  3.5347  0.0531  -0.03  -0.0105
Si  11.5918  8.8567  3.6027  -0.0176  -0.0303  -0.0468
Si  3.8857  8.8654  3.4208  0.0226  -0.038  0.009
Si  7.7433  8.8808  3.6001  -0.0172  -0.0102  -0.0052
Si  1.8545  12.2158  3.5675  0.0183  0.0004  -0.0089
Si  5.7501  12.2151  3.6463  0.0195  -0.1929  0.2323
Si  9.6115  12.1943  3.5061  -0.0068  0.0098  -0.0077
Si  11.48  2.1516  5.7706  -0.0359  0.0529  -0.044
Si  3.7688  1.9957  6.0244  0.2259  -0.0466  -0.3554
Si  7.5827  1.9662  5.9228  -0.2553  -0.0771  -0.2127
Si  1.9021  5.381  5.8273  0.0047  -0.0384  -0.0003
Si  5.7899  5.4891  5.9481  0.0056  -0.0795  0.0499
Si  9.6528  5.412  5.8882  -0.1681  -0.0002  -0.0874
Si  11.6002  8.7518  6.0012  0.0616  0.0011  0.0193
Si  3.9134  8.8004  5.7336  -0.0836  0.0343  -0.0432
Si  7.7543  8.845  6.0022  0.0938  0.0428  0.0201
Si  1.7415  12.1318  5.9529  -0.0135  -0.0195  0.0915
Si  5.7048  12.1749  6.1054  -0.0715  0.2966  -0.2605
Si  9.5774  12.1046  5.8564  -0.0588  -0.0267  0.0665
Si  1.6485  0.9574  6.7344  0.0919  0.0354  0.1316
P  5.6877  0.9782  6.8802  0.0573  -0.0905  0.0173
Si  9.623  0.9234  6.6071  0.0741  0.0266  0.099
Si  11.5821  4.3083  6.7313  0.0942  -0.0488  0.1069
Si  3.8553  4.2829  6.5941  -0.0975  -0.1122  0.0359
Si  7.7031  4.214  6.5579  0.2077  0.2018  0.2309
Si  2.0365  7.6149  6.5119  0.0078  0.0908  0.0963
Si  5.811  7.7493  6.7249  -0.0209  0.0403  0.1039
Si  9.6662  7.6126  6.7551  -0.1627  -0.4175  0.1383
Si  11.4001  10.9578  6.8159  -0.0468  0.0105  -0.057
Si  3.6663  10.9664  6.615  0.2215  -0.0023  0.1359
Si  7.7096  11.0662  6.8837  -0.0846  0.1493  0.1413
O  9.7226  7.2854  8.4016  0.0939  0.2141  -0.1302
O  9.9461  0.8102  8.2481  -0.0126  -0.0106  -0.0869
O  1.0942  0.953  8.34  -0.0431  -0.0111  -0.1449
O  3.3715  10.571  8.1922  -0.1195  -0.0253  -0.0613
O  5.7881  7.9009  8.3925  -0.0024  -0.0231  -0.1232
O  3.7683  4.1832  8.2441  -0.002  0.062  -0.1464
O  7.9522  4.0599  8.1956  -0.0211  -0.0778  -0.0392
O  0.1079  4.252  8.4051  -0.0065  0.0155  -0.0737
O  10.9831  10.9097  8.4496  0.0588  0.0213  -0.1912
O  7.954  11.1179  8.5527  0.0241  -0.106  -0.1134
O  2.3968  7.5399  8.1157  0.0011  -0.0181  -0.0992
O  11.3978  0.2163  21.2639  0.0055  0.0035  -0.0202
O  9.7526  3.641  21.3718  0.0016  0.0029  0.0181
O  4.129  7.5531  21.5922  0.0074  -0.0033  0.0042
O  6.016  4.1805  21.3875  -0.0072  -0.006  0.0131
O  5.7426  9.7607  21.6613  0.0165  -0.0018  0.009
O  2.1418  3.3987  21.2047  0.0036  -0.006  0.0164
O  7.3243  13.4497  21.4968  -0.0009  0.0124  0.041
O  3.9994  0.1631  21.378  0.0042  0.0012  0.0114
O  7.66  7.078  21.6635  0.0072  -0.0244  -0.0824
O  2.1251  10.2029  21.609  -0.0007  -0.006  0.0147
O  11.554  6.9678  21.4162  -0.0028  -0.0002  0.0143
O  10.1255  9.6406  21.6514  0.0028  0.0035  -0.0028
Si  11.6521  6.4735  11.3108  -0.1389  0.0539  0.0165
Si  1.5426  10.3495  16.3157  -0.0006  0.0016  -0.0199
Si  0.2604  3.6846  9.9342  -0.0076  0.0249  0.0575
Si  8.0595  12.861  20.1758  0.0079  -0.0165  -0.0568
Si  2.923  10.4334  9.7388  -0.0596  0.0499  -0.0365
Si  2.5663  10.4089  20.065  -0.0236  0  -0.0388
Si  10.3523  3.6979  19.8562  0.0045  -0.0061  -0.0334
Si  0.2634  12.8105  17.1623  -0.0013  -0.0038  -0.0128
Si  10.7985  0.697  19.8123  0.0066  -0.0273  -0.0267
Si  3.1944  7.7708  16.2485  0.0005  0.0298  -0.0219
Si  0.3306  6.481  19.9133  -0.0081  0.0162  -0.0201
Si  9.4389  2.616  14.4208  0.0457  0.0242  0.0078
Si  2.9481  2.5244  11.1266  0.0315  -0.0422  -0.0373
Si  5.1136  12.0338  15.3213  -0.0256  -0.0109  0.0411
Si  4.929  8.6874  20.7151  -0.0126  0.0026  -0.0214
Si  3.4971  -0.5036  11.4677  0.2919  0.0719  -0.001
Si  5.6026  8.9312  14.7983  0.0003  -0.0059  0.0123
Si  -0.1505  11.2925  9.9776  0.0132  -0.013  0.1826
Si  9.426  10.0221  20.2323  0.0127  0.0125  -0.0126
Si  3.4525  0.0641  19.8441  0.0076  -0.0064  -0.0294
Si  7.4665  4.4987  9.6716  -0.0411  0.0268  -0.1397
Si  2.2373  12.3272  14.207  -0.0155  -0.0346  0.0083
P  6.0249  0.5644  10.8483  -0.1386  0.1398  0.3904
Si  2.7939  2.913  19.7678  -0.0015  -0.0092  -0.0075
Si  5.7676  4.483  13.7788  0.0203  0.0454  -0.0153
Si  7.4739  0.2703  15.6138  0.0352  -0.0169  0.06
Si  9.6286  11.3996  15.2271  0.0011  0.0263  0.0057
Si  2.0484  6.5491  13.5639  -0.0471  0.0264  -0.0134
Si  2.8862  3.5282  14.0948  -0.06  -0.0045  0.0101
Si  11.6809  9.1668  18.4546  -0.0037  0.0077  -0.0508
Si  11.2781  0.8777  9.2015  0.0011  -0.0097  0.0512
Si  9.096  7.1332  9.8972  -0.0385  0.0687  0.0953
Si  8.7065  8.6117  14.6058  0.0027  0.0136  0.0039
Si  4.8372  7.141  12.3756  0.0002  0.0545  -0.0082
Si  2.9822  5.6356  18.7517  -0.0058  0.0194  -0.01
Si  2.6092  7.3969  9.7024  -0.0461  -0.0354  0.0833
Si  6.3  8.4082  9.8576  0.1469  -0.0498  0.085
Si  4.3494  4.6975  9.6595  0.0984  0.0188  0.0456
Si  9.4183  10.5261  12.3043  0.0035  -0.0017  -0.0202
Si  5.9321  13.057  17.9638  0.0006  0.0041  -0.0333
Si  7.9904  4.9536  18.4288  -0.0126  0.0218  -0.0401
Si  8.3344  5.4942  15.3045  0.0307  0.0262  -0.004
Si  7.239  11.1607  10.0349  -0.0073  0.0962  0.0416
Si  5.3901  4.2085  19.8747  0.0078  0.0018  -0.0139
Si  0.8145  1.5307  15.1778  -0.0113  -0.0028  0.0008
Si  7.5281  7.5539  20.1275  0.0134  -0.0146  0.0356
Si  7.6476  2.5304  12.1171  -0.0183  0.0034  -0.2429
O  3.5311  6.0707  10.0287  -0.024  0.0143  0.0046
O  2.006  2.6655  15.18  0.0198  0.0071  -0.0219
O  -0.2731  12.9303  10.148  0.0008  0.0122  -0.0085
O  8.3406  8.9115  19.8117  -0.0085  -0.003  0.009
O  2.4139  1.3246  19.5272  0.0036  0.012  0.0153
O  8.1755  5.4519  16.9074  -0.0095  0.0026  0.037
O  2.7385  11.9957  19.7039  0.0049  -0.0059  0.022
O  7.1762  8.8061  15.1208  -0.0086  -0.0002  0.0038
O  1.2226  0.2096  14.299  0.0018  0.0143  0.0032
O  4.4429  3.8543  14.5422  0.0348  -0.011  -0.0184
O  4.2521  3.4286  10.7003  -0.0087  0.0098  0.0457
O  10.9908  2.1672  14.6706  -0.02  0.0009  0.0101
O  11.4056  4.873  10.9754  0.016  -0.0441  -0.0339
O  10.8437  12.0741  16.0968  0.0048  -0.0039  -0.0001
O  8.9761  6.9704  14.8249  -0.0021  -0.015  0.0135
O  1.7949  3.3128  10.307  -0.0343  -0.0063  0.0077
O  8.4147  5.6953  10.1894  0.069  -0.012  -0.0062
O  11.1418  2.2872  19.5484  -0.0092  0.016  0.0149
O  5.5129  7.5376  10.9605  -0.0309  0.0098  -0.005
O  11.3935  7.5907  18.8181  -0.0016  -0.0167  0.0213
O  7.9259  8.2554  10.0557  -0.0922  0.0065  -0.05
O  10.2586  7.2857  11.0316  0.0837  -0.0705  0.0158
O  9.2546  4.1872  14.8905  -0.0082  0.0026  -0.0038
O  8.8046  11.4769  20.5411  -0.0049  0.003  0.0155
O  10.6573  10.5431  11.213  0.0263  0.0469  -0.0123
O  8.3695  12.2996  15.7515  -0.025  0.0145  -0.0221
O  4.4378  2.8871  19.8181  -0.0005  0.0064  0.0061
O  4.66  0.2549  18.768  -0.0085  -0.0063  0.012
O  10.4639  10.1031  18.9888  -0.0053  -0.0098  0.0118
O  6.8038  0.7269  17.0551  -0.0119  -0.008  -0.0017
O  0.5796  6.7448  12.8479  0.0328  -0.0214  0.0131
O  1.1408  7.1198  10.3118  0.0543  0.0041  -0.0349
O  3.1978  7.1136  12.534  0.0275  -0.0046  0.0035
O  3.939  9.5711  19.7733  0.0126  -0.0092  0.0238
O  6.8108  5.2737  14.7468  -0.0138  -0.0158  0.0049
O  0.6298  0.9376  16.686  -0.0056  -0.0022  -0.0043
O  1.5481  11.7745  17.1626  -0.0075  0.0055  0.002
O  5.3749  8.3302  13.3204  0.0049  -0.0182  -0.0079
O  2.5653  12.2374  12.6208  -0.0061  0.0084  0.0141
O  6.5314  3.2402  13.0695  -0.035  0.023  0.0025
O  2.7844  9.322  16.6281  0.0144  -0.0181  0.0111
O  5.9808  7.9017  19.7483  0.0026  -0.0019  0.0143
O  1.9502  6.4022  19.7527  -0.0017  -0.0045  0.01
O  1.431  9.6893  19.1747  0.0139  0.0093  0.0175
O  9.4867  9.7744  15.5067  -0.0039  -0.0168  0.0029
O  3.186  8.8694  10.2049  0.0431  0.0112  0.0069
O  9.0345  9.076  13.0405  -0.0129  0.0009  -0.0161
O  2.2209  7.3293  14.9921  0.0084  -0.0016  0.0082
O  9.1407  3.8615  18.7868  0.0058  -0.0007  0.0127
O  4.7659  7.965  15.8301  -0.0031  -0.0144  0.0098
O  7.2559  0.9485  11.8836  -0.0702  -0.0191  -0.0822
O  8.1353  6.3238  19.2819  0.0133  -0.0387  -0.0318
O  5.9381  5.0362  9.5717  -0.1409  -0.0155  -0.0073
O  6.976  -0.937  19.0477  0.0175  -0.0029  0.0393
O  11.0784  2.2478  10.0948  -0.0147  -0.0019  -0.008
O  9.1172  2.5746  12.8159  0.0013  0.0006  0.0305
O  9.7634  11.5413  13.5737  -0.0193  0.0097  -0.0024
O  6.5696  4.2111  18.7523  -0.0074  -0.0023  0.0078
O  6.0631  10.0177  10.0323  -0.0435  -0.0225  0.0312
O  1.367  10.7455  10.0642  -0.0283  -0.0041  -0.0179
O  5.1927  10.5109  14.7388  -0.0102  0.0127  0.005
O  1.5969  10.8851  14.7408  0.0001  -0.0033  0.0422
O  11.3571  13.0488  18.6871  -0.0128  0.0165  0.0233
O  5.3733  11.9103  16.9396  0.0008  -0.0023  -0.0024
O  8.1589  10.9945  11.3706  0.0341  -0.0106  0.0561
O  11.315  4.9982  19.6469  -0.0044  -0.0055  0.0031
O  8.3696  1.5497  15.1099  0.0031  -0.0143  0.0202
O  2.4351  4.0565  18.6058  -0.0006  -0.0038  0.0121
O  3.7278  11.6665  10.429  -0.0183  -0.0129  0.0164
O  9.1646  0.5779  19.7298  -0.0094  -0.0016  0.0163
O  2.8258  2.6255  12.7422  -0.0002  -0.0049  0.029
O  3.6178  12.6213  15.0295  0.0275  0.0002  -0.0005
O  7.6743  3.2544  10.669  0.0366  -0.1459  0.1546
O  5.016  -0.1266  11.992  0.1236  0.0505  -0.1262
O  4.4306  5.4975  19.5062  0.0054  -0.0081  0.0096
O  6.1929  13.1293  14.7148  -0.0136  0.0082  -0.0351
O  3.0877  6.5767  17.3906  0.0006  -0.0242  0.03
O  2.918  0.9046  10.8054  -0.0161  0.0124  0.0278
O  0.2651  9.4383  16.8404  -0.0196  -0.0261  0.0552
O  5.3129  5.6125  12.6932  -0.0099  -0.0153  0.0125
O  2.1621  4.9547  13.8403  0.0185  -0.033  0.005
O  6.6096  12.659  10.1225  0.0273  -0.0952  -0.2062

Results
free energy: -166114.645 eV
free energy less fixed offsets of O -568.88, P -755.39, Si -635.61 eV per atom: 4.185 eV

The program warned: the cutoff lies below the one the program advises for these potential files; the forces do not sum to zero within the program's tolerance; the exchange-correlation potential is rough where the density is thin.
